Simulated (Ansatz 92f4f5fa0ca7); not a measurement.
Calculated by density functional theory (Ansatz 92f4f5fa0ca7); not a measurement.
Periodic cell of 244 atoms, Si164O80, from a study of silicon, its oxide and their interface. The atomic structure is a simulated model.
Doubt: the cutoff is far below the 930 eV that the study's wrapper takes by default for these files, so forces and energies are approximate.
This geometry differs little from another in the collection (a relaxation step or a small displacement).

Settings
functional: PBE
potential files: Ansatz PAW
basis: plane waves
wave-function cutoff: 580 eV
density cutoff ratio: 5
exchange-correlation grid ratio: 1
k mesh: 1 x 1 x 1, Gamma-centred
self-consistency stop: 5e-08 eV per atom in the density residual
occupations: fixed
spin: none
net charge: 0

Cell vectors (angstrom)
a, 10.938, 0, 0
b, 0, 10.938, 0
c, 0, 0, 37.1873

Atoms: element, x, y, z (angstrom)
Si, 0, 0, 0.683
Si, 5.469, 0, 0.683
Si, 2.7345, 2.7345, 0.683
Si, 8.2035, 2.7345, 0.683
Si, 0, 5.469, 0.683
Si, 5.469, 5.469, 0.683
Si, 2.7345, 8.2035, 0.683
Si, 8.2035, 8.2035, 0.683
Si, 1.3673, 1.3673, 2.0503
Si, 6.8362, 1.3673, 2.0503
Si, 4.1018, 4.1018, 2.0503
Si, 9.5708, 4.1018, 2.0503
Si, 1.3673, 6.8362, 2.0503
Si, 6.8362, 6.8362, 2.0503
Si, 4.1018, 9.5708, 2.0503
Si, 9.5708, 9.5708, 2.0503
Si, 2.7345, 0, 35.1358
Si, 8.2035, 0, 35.1358
Si, 0, 2.7345, 35.1358
Si, 5.469, 2.7345, 35.1358
Si, 2.7345, 5.469, 35.1358
Si, 8.2035, 5.469, 35.1358
Si, 0, 8.2035, 35.1358
Si, 5.469, 8.2035, 35.1358
Si, 4.1018, 1.3673, 36.5031
Si, 9.5708, 1.3673, 36.5031
Si, 1.3673, 4.1018, 36.5031
Si, 6.8362, 4.1018, 36.5031
Si, 4.1018, 6.8362, 36.5031
Si, 9.5708, 6.8362, 36.5031
Si, 1.3673, 9.5708, 36.5031
Si, 6.8362, 9.5708, 36.5031
Si, -0.2631, 0.3424, 26.9335
Si, 5.7435, -0.4093, 27.16
Si, 2.5959, 3.042, 26.9568
Si, 8.8844, 2.1112, 26.862
Si, 0.3919, 5.3193, 26.921
Si, 5.1131, 6.1818, 27.1003
Si, 3.4326, 7.8706, 27.1646
Si, 8.0648, 8.4165, 27.0408
Si, 1.4468, 1.3798, 28.2281
Si, 6.9935, 1.3446, 28.1707
Si, 4.1997, 4.2416, 28.2144
Si, 9.7091, 4.0187, 28.1379
Si, 1.5577, 6.8949, 28.2488
Si, 6.9092, 6.8949, 28.4286
Si, 4.3083, 9.4494, 28.6702
Si, 9.6492, 9.6399, 28.2913
Si, 2.7992, 0.0145, 29.6472
Si, 8.2528, -0.0049, 29.699
Si, 0.1051, 2.7316, 29.6489
Si, 5.5862, 2.7767, 29.5082
Si, 2.8253, 5.5093, 29.7013
Si, 8.3108, 5.3907, 29.5574
Si, 0.107, 8.2339, 29.5864
Si, 5.6475, 8.1451, 29.9897
Si, 4.1925, 1.4186, 30.9447
Si, 9.6336, 1.3879, 31.0142
Si, 1.4353, 4.112, 31.0293
Si, 6.9112, 4.0924, 30.9792
Si, 4.1595, 6.7923, 31.1577
Si, 9.6585, 6.8185, 30.9346
Si, 1.4209, 9.5924, 31.0258
Si, 6.9665, 9.6154, 31.1804
Si, 0.0368, 0.0081, 32.393
Si, 5.502, 0.0465, 32.4074
Si, 2.8037, 2.7395, 32.3722
Si, 8.2509, 2.7355, 32.3805
Si, 0.0453, 5.4769, 32.3772
Si, 5.5374, 5.4138, 32.4292
Si, 2.7655, 8.2164, 32.421
Si, 8.3196, 8.1721, 32.4143
Si, 1.4015, 1.3828, 33.751
Si, 6.8628, 1.4011, 33.7711
Si, 4.1276, 4.0956, 33.7805
Si, 9.5897, 4.1209, 33.7546
Si, 1.3794, 6.8532, 33.7693
Si, 6.8724, 6.8423, 33.7621
Si, 4.1211, 9.5998, 33.7681
Si, 9.6166, 9.5807, 33.7787
Si, 2.7081, -0.0211, 3.3875
Si, 8.1716, -0.0088, 3.4269
Si, -0.0278, 2.7246, 3.4149
Si, 5.4569, 2.7271, 3.4221
Si, 2.7056, 5.4522, 3.4197
Si, 8.1897, 5.4581, 3.3822
Si, -0.0253, 8.1813, 3.4137
Si, 5.4367, 8.192, 3.4176
Si, 4.0579, 1.3318, 4.7477
Si, 9.5309, 1.371, 4.7829
Si, 1.2812, 4.1294, 4.7899
Si, 6.8082, 4.1511, 4.7546
Si, 4.0651, 6.8175, 4.7787
Si, 9.5275, 6.7996, 4.7665
Si, 1.3147, 9.5846, 4.7491
Si, 6.7487, 9.5933, 4.7924
Si, -0.075, -0.0359, 6.142
Si, 5.3631, 0.0037, 6.2147
Si, 2.6405, 2.6873, 6.0357
Si, 8.1749, 2.805, 6.0934
Si, -0.0876, 5.479, 6.2331
Si, 5.4395, 5.4757, 6.1656
Si, 2.6707, 8.2093, 6.0773
Si, 8.099, 8.1488, 6.058
Si, 1.3069, 1.3551, 7.4644
Si, 6.7606, 1.5195, 7.429
Si, 4.0257, 4.0044, 7.3627
Si, 9.4589, 4.1038, 7.6246
Si, 1.2885, 6.9479, 7.5014
Si, 6.7688, 6.8996, 7.5691
Si, 3.9514, 9.4984, 7.5642
Si, 9.4401, 9.4705, 7.4079
Si, 2.5449, -0.0486, 8.8968
Si, 8.0542, -0.0161, 8.6149
Si, -0.0598, 2.6478, 8.8998
Si, 5.3433, 2.7766, 8.8747
Si, 2.7213, 5.4612, 8.6224
Si, 8.0486, 5.5152, 9.0026
Si, -0.1526, 8.2418, 8.9407
Si, 5.3567, 8.2022, 9.0194
Si, 4.3809, 0.8855, 10.0291
Si, 9.7624, 0.8631, 9.9946
Si, 1.1984, 4.3342, 10.0152
Si, 6.1801, 4.6271, 10.1612
Si, 4.3826, 6.2935, 10.0955
Si, 9.7574, 6.5552, 10.3298
Si, 0.6232, 10.095, 10.1829
Si, 6.2501, 10.1978, 10.0045
O, 10.876, 5.3498, 10.3161
O, 3.6239, -4.4982, 11.582
O, 8.9513, 12.1694, 11.4154
O, 0.7857, 9.6618, 11.7967
O, 6.2998, 4.7821, 17.309
O, 3.9192, 12.0253, 11.6082
O, 12.955, 4.2294, 11.4645
O, -4.0775, 10.3958, 11.5686
O, 13.21, -0.968, 24.9795
O, 5.6745, 6.193, 25.5287
O, 6.9204, 9.5139, 26.5496
O, 1.4757, 4.1555, 26.4308
O, 10.7728, 6.0659, 25.5618
O, 3.2732, 2.365, 25.6125
O, 5.8625, 13.1488, 24.7652
O, 8.4735, 2.4413, 25.2764
Si, 6.1887, 1.4525, 17.2318
Si, 3.5489, 6.0936, 19.0927
Si, 8.9502, 4.604, 19.9701
Si, -0.3369, 6.4264, 13.1921
Si, 9.161, 11.837, 14.4725
Si, 2.9026, 8.4101, 17.0418
Si, 7.2556, 13.434, 21.1737
Si, 6.5965, 3.7275, 12.2996
Si, 7.293, 13.7765, 24.2333
Si, 1.9863, 1.1784, 20.3622
Si, 8.2855, 9.7078, 21.8241
Si, 3.7499, 9.4175, 25.4027
Si, 4.5646, 12.1778, 21.857
Si, 12.8298, 0.2131, 17.4673
Si, 11.4035, 3.42, 21.3889
Si, 16.495, 9.3808, 22.8533
Si, 4.3261, 2.7168, 24.4331
Si, -3.1728, 4.086, 17.0865
Si, 0.6419, -0.7959, 24.987
Si, 4.5891, 6.871, 21.7411
Si, 4.8473, 4.0167, 17.2933
Si, 7.8913, 0.1749, 19.3168
Si, 9.9827, 7.2953, 24.8329
Si, 2.4628, 5.562, 12.3465
Si, 9.8827, 7.0792, 21.7625
Si, 0.4494, 8.3678, 15.4238
Si, -1.8526, 3.9829, 14.2789
Si, 7.5158, 11.7886, 12.1306
Si, 0.7611, 10.4527, 13.2324
Si, 5.6997, 5.3183, 24.1655
Si, 12.6451, 6.1398, 21.4425
Si, 15.033, 3.9271, 14.2048
Si, 4.1994, -0.2183, 15.6191
Si, 9.9388, 10.5093, 17.0176
Si, 3.3614, 1.0375, 13.1216
Si, 10.7178, 11.6475, 22.3286
O, 10.3561, 8.9941, 16.547
O, 9.2086, -0.3384, 18.4813
O, -0.6295, 4.924, 13.7637
O, 2.0432, 12.0866, 18.7589
O, 9.5827, 6.7475, 23.3423
O, 3.8043, 2.0616, 23.0418
O, 4.9859, 8.4489, 21.6381
O, 1.7972, 2.7464, 20.7467
O, 6.6108, 0.3488, 18.3412
O, 4.0702, 9.1555, 16.1342
O, 3.5783, 2.4419, 13.8766
O, 4.6202, 10.7322, 25.9498
O, 2.1099, 5.9614, 19.8628
O, 15.6169, 8.8983, 24.1477
O, 9.2741, 8.5179, 21.4225
O, 16.5858, 2.1824, 21.0563
O, 4.7197, 6.269, 20.2279
O, -2.4711, 4.558, 15.6866
O, 10.9097, 8.6513, 24.7576
O, 10.3061, 3.7326, 20.2242
O, 1.7529, 11.7271, 13.1059
O, 3.7943, 15.6543, 18.2891
O, 7.2006, 9.2552, 22.9739
O, 9.5786, 6.8741, 11.9641
O, 3.5854, 7.3438, 18.0489
O, 8.9291, 11.1747, 15.9357
O, 1.1922, 6.5324, 12.6322
O, 2.153, 9.5922, 17.9027
O, 9.2236, 6.0532, 20.6737
O, 8.7033, 4.5606, 18.3468
O, 5.3464, 10.947, 22.538
O, 11.4902, 18.2091, 21.5474
O, 13.9821, 6.615, 22.2558
O, 6.4947, 2.1155, 11.9306
O, 8.0222, 4.0125, 13.0401
O, 7.6081, 4.0184, 20.7139
O, 4.0853, -0.1519, 13.9884
O, 9.237, 10.9716, 22.2337
O, 11.3501, 0.1718, 23.709
O, 7.4602, -0.899, 20.4544
O, 3.0098, 5.0514, 13.7789
O, 4.3947, -6.6048, 24.2145
O, -0.7187, 10.9775, 13.5994
O, 10.4649, 7.4123, 14.4857
O, 5.4775, 4.1899, 13.3906
O, 0.3667, 0.4575, 16.9582
O, 11.6804, 0.3296, 21.0374
O, 9.6232, 2.4639, 14.542
O, 5.5961, 0.5509, 16.004
O, -5.9194, 2.4612, 17.7737
O, 7.0957, 4.4613, 24.1429
O, 7.7273, 11.6632, 13.7308
O, 2.9533, 0.6177, 16.3015
O, 11.958, 4.789, 22.0856
O, 1.7263, 7.647, 16.1703
O, 7.6635, 2.2834, 22.7451
O, 1.1944, 9.4751, 14.4624
O, 7.479, 2.4526, 16.9363
O, 19.5756, -3.2814, 25.6881
O, 5.6292, 6.196, 22.8
O, 8.1372, 12.5233, 20.1242
O, 10.6955, 13.2935, 22.4225
O, 4.2762, 4.0841, 15.7895
O, 3.4322, 0.643, 20.8711

Results
free energy: -149754.394 eV
free energy less fixed offsets of O -568.88, Si -635.61 eV per atom: -3.954 eV

Forces (eV/angstrom), in the order of the atoms: element, x, y, z
Si, 0.0001, 0.0588, 0.0047
Si, -0.022, 0.0285, 0.0062
Si, 0.0156, 0.0323, -0.0299
Si, 0.0184, 0.0452, -0.0281
Si, 0.0323, 0.0188, -0.0082
Si, 0.018, 0.061, 0.0091
Si, 0.0399, 0.0761, -0.0184
Si, -0.0247, 0.0544, -0.0261
Si, -0.0899, 0.1133, -0.0941
Si, -0.0422, 0.0342, -0.0203
Si, -0.13, -0.0809, 0.0351
Si, -0.0622, -0.133, -0.2023
Si, -0.0352, -0.0145, -0.0483
Si, -0.096, 0.1553, -0.0836
Si, -0.0878, -0.1431, -0.1633
Si, -0.1709, -0.0275, 0.0623
Si, 0.0281, 0.0762, 0.0214
Si, 0.0414, -0.0281, -0.0885
Si, 0.1289, 0.0455, -0.159
Si, 0.102, -0.0269, 0.1871
Si, 0.0734, 0.0048, -0.069
Si, 0.1087, -0.0141, 0.0346
Si, 0.1696, 0.0163, 0.1747
Si, 0.1355, 0.0496, -0.1358
Si, 0.0155, -0.0581, 0.0059
Si, -0.0204, -0.0608, -0.021
Si, -0.0052, -0.0233, 0.0031
Si, -0.0273, -0.0468, 0.0063
Si, -0.0446, -0.0473, -0.016
Si, -0.0164, -0.0302, 0.0026
Si, 0.01, -0.087, 0.0107
Si, 0.0108, -0.0271, 0.0076
Si, -0.0081, 0.0434, -0.0153
Si, 0.0886, 0.0265, 0.1787
Si, -0.0779, 0.0996, -0.0049
Si, 0.0003, 0.0186, 0.0302
Si, 0.0376, -0.2019, -0.0038
Si, -0.0047, -0.0771, -0.0084
Si, 0.1241, -0.045, 0.0397
Si, -0.0775, -0.0034, -0.0038
Si, -0.0158, 0.0089, -0.027
Si, -0.0158, -0.0724, -0.0512
Si, 0.0076, 0.0877, 0.0028
Si, 0.0441, -0.0282, 0.0011
Si, -0.0808, 0.0223, 0.0353
Si, -0.0342, 0.0436, 0.0072
Si, 0.0262, 0.072, -0.1469
Si, 0.0425, -0.0219, 0.0231
Si, -0.008, -0.0244, 0.0535
Si, -0.0649, 0.0391, -0.0314
Si, -0.0347, 0.0659, -0.0053
Si, 0.0158, 0.0044, 0.0013
Si, 0.0066, -0.107, -0.0336
Si, 0.0025, -0.0465, 0.0234
Si, 0.0178, 0.006, -0.0128
Si, 0.0689, -0.0647, -0.0244
Si, 0.0116, 0.0152, 0.0114
Si, 0.0256, -0.0252, 0.0358
Si, -0.0014, 0.051, -0.0031
Si, -0.0014, 0.0015, 0.0082
Si, -0.0344, 0.0382, 0.0233
Si, -0.0127, -0.0123, 0.0086
Si, -0.0008, -0.0011, -0.0066
Si, -0.0032, 0.0306, 0.0073
Si, 0.007, -0.0067, -0.0001
Si, -0.0099, 0.0205, 0.0194
Si, 0.0158, -0.0309, 0.0101
Si, -0.0182, 0.0211, 0.0049
Si, -0.0111, -0.0182, 0.0086
Si, 0.0438, -0.0336, 0.0195
Si, -0.0112, 0.0053, 0.004
Si, 0.0025, -0.0419, 0.0104
Si, -0.0133, 0.0187, 0.0023
Si, 0.0083, -0.0076, -0.0002
Si, -0.0182, 0.0055, 0.0104
Si, 0.0112, 0.0024, 0.0026
Si, 0.0112, -0.0069, -0.0028
Si, -0.0012, 0.0099, 0.0113
Si, 0.021, -0.0091, 0.0067
Si, -0.0083, 0.037, 0.003
Si, 0.0036, 0.002, -0.0055
Si, -0.0061, -0.0192, -0.0088
Si, 0.0062, -0.0035, -0.0001
Si, -0.0068, -0.0049, 0.0048
Si, -0.0136, -0.0096, -0.0049
Si, 0.0099, 0.0072, -0.0024
Si, -0.0116, -0.0069, 0.0056
Si, 0.0055, -0.0003, 0.0012
Si, -0.0061, -0.005, -0.0096
Si, 0.0023, 0.0061, -0.012
Si, -0.0273, 0.0153, -0.0023
Si, -0.0159, 0.0119, -0.029
Si, 0.0218, 0.0124, -0.01
Si, 0.0034, -0.0045, -0.0029
Si, 0.0048, 0.0202, -0.0261
Si, -0.0066, 0.0326, 0.005
Si, 0.0076, 0.0053, -0.0249
Si, 0.013, 0.0108, -0.0016
Si, 0.0173, -0.038, 0.0173
Si, 0.0579, 0.0286, 0.0252
Si, -0.0029, 0.0171, -0.0434
Si, 0.0171, -0.0168, -0.0108
Si, -0.0039, -0.0038, 0.0245
Si, -0.0282, -0.038, 0.0243
Si, -0.0121, 0.0154, 0.0056
Si, -0.0207, -0.1315, 0.015
Si, -0.0323, 0.0328, -0.0052
Si, 0.0167, -0.0282, -0.0248
Si, 0.0217, -0.0322, 0.0236
Si, 0.0085, 0.0281, -0.0189
Si, 0.0572, 0.0652, 0.0463
Si, -0.0094, 0.0307, 0.0396
Si, -0.0942, -0.0749, 0.0178
Si, 0.0521, 0.0333, 0.03
Si, -0.0046, -0.0225, 0.0637
Si, -0.0373, -0.028, 0.068
Si, 0.0109, 0.0165, 0.0404
Si, -0.029, 0.0017, 0.0575
Si, -0.0162, -0.0246, 0.0002
Si, -0.0082, -0.027, 0.0174
Si, 0.1059, 0.048, 0.1582
Si, -0.0547, -0.0654, 0.037
Si, -0.0267, 0.0562, -0.1012
Si, -0.0176, -0.013, 0.0193
Si, -0.0072, -0.0405, -0.0416
Si, 0.0845, -0.0123, -0.0818
Si, 0.0024, 0.0723, 0.0246
Si, -0.0097, 0.1083, 0.019
O, -0.0237, -0.0108, 0.0044
O, -0.0253, 0.001, 0.004
O, -0.0085, -0.0203, -0.0486
O, -0.0155, 0.0331, -0.0163
O, 0.006, 0.0055, -0.0034
O, 0.0501, -0.0332, -0.0442
O, 0.0025, 0.0018, 0.0304
O, -0.0183, 0.0061, -0.0525
O, 0.0779, -0.0654, 0.0969
O, -0.0039, 0.0213, 0.0056
O, -0.062, 0.0293, -0.0186
O, -0.0382, 0.026, 0.0232
O, 0.0073, 0.0339, 0.0255
O, 0.0038, -0.0182, 0.0134
O, -0.006, -0.0171, 0.0302
O, -0.013, -0.0034, -0.006
Si, 0.0041, -0.0047, 0.0419
Si, 0.0132, -0.0059, 0.0304
Si, 0.01, -0.0065, 0.0001
Si, -0.0161, -0.0179, 0.0443
Si, -0.0029, 0.0266, 0.0079
Si, -0.0171, -0.009, 0.0324
Si, -0.0244, -0.0043, -0.0378
Si, -0.0035, -0.0612, -0.0294
Si, 0.0202, 0.0051, -0.007
Si, 0.0114, -0.0105, 0.0035
Si, -0.0253, -0.0243, -0.0079
Si, -0.0698, 0.1273, -0.1146
Si, 0.0119, -0.0126, -0.0365
Si, -0.0176, 0.0182, 0.0321
Si, 0.0006, 0.0031, -0.005
Si, -0.0126, 0.001, -0.0277
Si, -0.0039, 0.0249, -0.0342
Si, 0.0102, -0.0003, 0.0119
Si, -0.0087, 0.009, -0.0323
Si, -0.0154, 0.022, -0.0221
Si, -0.0181, 0.0076, 0.009
Si, -0.011, -0.0088, 0.0016
Si, -0.0172, 0.0029, -0.0082
Si, 0.0201, 0.0151, 0.0221
Si, 0.0148, -0.0023, -0.0318
Si, -0.0052, 0.0082, 0.0201
Si, -0.0168, -0.0245, 0.0128
Si, 0.0022, 0.0205, -0.0394
Si, 0.0277, 0.057, -0.0239
Si, -0.0132, 0.0159, 0.0092
Si, 0.0004, 0.0123, -0.007
Si, 0.045, -0.0052, 0.0169
Si, -0.0045, 0.0199, 0.021
Si, 0.0068, 0.0119, 0.0201
Si, -0.0379, 0.0134, -0.0777
Si, 0.0048, 0.0048, -0.0107
O, 0.0041, 0.0069, -0.008
O, 0.0068, 0.0007, -0.0129
O, 0.0177, 0.0188, -0.0325
O, 0.0005, -0.003, -0.0037
O, -0.0059, -0.001, 0.0302
O, 0.0021, 0.0017, 0.0214
O, -0.0108, -0.0121, 0.0119
O, -0.0096, 0.0011, 0.0038
O, 0.0028, 0.0014, 0.0001
O, -0.0034, 0.0041, -0.0183
O, -0.0082, -0.0148, -0.009
O, 0.0267, -0.0517, 0.082
O, -0.0031, -0.0023, -0.011
O, 0.0076, -0.0427, 0.007
O, -0.0031, 0.0108, 0.0133
O, 0.0086, 0.0048, 0.0226
O, -0.0115, 0.0018, 0.0052
O, -0.0162, 0.0068, 0.0136
O, -0.0036, -0.0139, 0.0237
O, -0.0033, 0.0073, 0.0068
O, 0.007, -0.0451, -0.0117
O, -0.0032, -0.0013, -0.0003
O, -0.0012, 0.0071, 0.0205
O, -0.0012, 0.0029, 0.043
O, 0.0062, 0.0078, -0.0107
O, 0.0099, -0.0036, -0.0108
O, 0.0021, -0.0102, -0.0115
O, 0.0011, -0.004, -0.0091
O, -0.011, -0.0109, 0.0083
O, 0.0034, 0.0023, -0.0061
O, 0.0036, -0.0039, 0.024
O, 0.0027, -0.0044, 0.017
O, -0.0041, -0.0089, 0.0151
O, 0.0329, 0.0598, -0.0157
O, 0.0045, -0.0006, -0.0139
O, -0.0025, -0.0089, 0.0166
O, 0.0124, -0.0097, 0.0143
O, -0.0047, 0.0042, 0.0048
O, -0.0107, 0.0045, 0.0114
O, 0.0025, 0.0045, -0.0027
O, -0.0182, 0.0152, -0.0198
O, -0.0059, -0.0084, 0.015
O, 0.0287, -0.0014, 0.0023
O, 0.0141, 0.0117, -0.0265
O, -0.0211, -0.0132, 0.0033
O, 0.0061, -0.014, 0.0054
O, 0.0011, -0.0021, 0.0089
O, -0.009, -0.0242, -0.0226
O, -0.0116, -0.0087, -0.0205
O, 0.0059, -0.0018, -0.0054
O, 0.003, -0.0017, 0.009
O, 0.0162, 0.0046, 0.0118
O, -0.0053, -0.0115, -0.0011
O, -0.0067, -0.0096, 0.0165
O, 0.0034, 0.0146, -0.0166
O, 0.0058, -0.0082, 0.0139
O, -0.0094, -0.0239, 0.0034
O, -0.0073, -0.0002, -0.0085
O, 0.0159, 0.0002, 0.023
O, 0.006, -0.0086, 0.0292
O, -0.0019, 0.0025, 0.0148
O, 0.0059, 0.0044, 0.0059
O, -0.0038, -0.0004, -0.0166
O, -0.0161, 0.0005, 0.0065

The program warned: the cutoff lies below the one the program advises for these potential files; the exchange-correlation potential is rough where the density is thin.
